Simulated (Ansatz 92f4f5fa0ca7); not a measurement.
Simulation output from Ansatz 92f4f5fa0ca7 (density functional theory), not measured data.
Periodic cell of 228 atoms, Si134O92H2, from a study of silicon, its oxide and their interface. The atomic structure is a simulated model.
Doubt: the cutoff is far below the 930 eV that the study's wrapper takes by default for these files, so forces and energies are approximate.
This geometry differs little from another in the collection (a relaxation step or a small displacement).

Settings: functional PBE; potential files Ansatz PAW; basis plane waves; wave-function cutoff 580 eV; density cutoff ratio 5; exchange-correlation grid ratio 1; k mesh 1 x 1 x 1, Gamma-centred; self-consistency stop 5e-08 eV per atom in the density residual; occupations fixed; spin none; net charge 0.

Cell vectors (angstrom)
a 10.938 0 0
b 0 10.938 0
c 0 0 32.8513

Atoms: element, x, y, z (angstrom)
Si 0.1936 -0.3219 25.2959
Si 5.7551 -0.4021 25.578
Si 2.593 3.0421 25.4069
Si 8.0187 2.9628 25.363
Si 0.2441 5.1767 25.3096
Si 5.7492 5.1999 25.4433
Si 2.4868 8.3851 25.2943
Si 8.0113 8.3212 25.3328
Si 1.3949 1.3253 26.569
Si 6.8991 1.3269 26.6946
Si 4.1221 4.1332 26.7884
Si 9.6067 4.0723 26.6985
Si 1.3535 6.8046 26.6396
Si 6.9005 6.7798 26.7314
Si 4.0849 9.4352 26.7594
Si 9.591 9.4972 26.6788
Si 2.7519 -0.0063 28.0377
Si 8.2623 -0.0223 28.0644
Si 0.0313 2.6706 28.0317
Si 5.4887 2.6886 28.0705
Si 2.7375 5.5097 28.0825
Si 8.2685 5.4455 28.0878
Si 0.0064 8.1545 28.0594
Si 5.4907 8.1194 28.0966
Si 4.1018 1.3673 29.433
Si 9.5708 1.3673 29.433
Si 1.3673 4.1018 29.433
Si 6.8362 4.1018 29.433
Si 4.1018 6.8362 29.433
Si 9.5708 6.8362 29.433
Si 1.3673 9.5708 29.433
Si 6.8362 9.5708 29.433
Si 0 0 30.8003
Si 5.469 0 30.8003
Si 2.7345 2.7345 30.8003
Si 8.2035 2.7345 30.8003
Si 0 5.469 30.8003
Si 5.469 5.469 30.8003
Si 2.7345 8.2035 30.8003
Si 8.2035 8.2035 30.8003
Si 1.3673 1.3673 32.1675
Si 6.8362 1.3673 32.1675
Si 4.1018 4.1018 32.1675
Si 9.5708 4.1018 32.1675
Si 1.3673 6.8362 32.1675
Si 6.8362 6.8362 32.1675
Si 4.1018 9.5708 32.1675
Si 9.5708 9.5708 32.1675
Si 2.7345 0 0.6835
Si 8.2035 0 0.6835
Si 0 2.7345 0.6835
Si 5.469 2.7345 0.6835
Si 2.7345 5.469 0.6835
Si 8.2035 5.469 0.6835
Si 0 8.2035 0.6835
Si 5.469 8.2035 0.6835
Si 4.1018 1.3673 2.0507
Si 9.5708 1.3673 2.0507
Si 1.3673 4.1018 2.0507
Si 6.8362 4.1018 2.0507
Si 4.1018 6.8362 2.0507
Si 9.5708 6.8362 2.0507
Si 1.3673 9.5708 2.0507
Si 6.8362 9.5708 2.0507
Si 0 0 3.418
Si 5.469 0 3.418
Si 2.7345 2.7345 3.418
Si 8.2035 2.7345 3.418
Si 0 5.469 3.418
Si 5.469 5.469 3.418
Si 2.7345 8.2035 3.418
Si 8.2035 8.2035 3.418
Si 1.2623 1.475 4.7327
Si 6.7843 1.4553 4.7665
Si 4.1205 4.0865 4.8262
Si 9.4986 4.1881 4.8798
Si 1.3465 6.8331 4.8038
Si 6.8197 6.891 4.8369
Si 4.0912 9.5788 4.7131
Si 9.5882 9.5223 4.7208
Si 2.62 -0.0181 5.8937
Si 8.2841 0.1032 5.9001
Si -0.0009 2.8834 6.2371
Si 5.4297 2.6889 6.3189
Si 2.7514 5.508 6.1689
Si 8.0702 5.5185 6.3664
Si -0.0908 8.1396 6.1761
Si 5.4843 8.3775 6.1507
Si 3.7181 1.3636 7.3659
Si 9.7941 1.164 7.3343
Si 1.7332 3.8577 7.5585
Si 6.4026 4.4049 7.7348
Si 4.2932 6.8063 7.4114
Si 9.6247 6.751 7.7043
Si 1.1009 9.8239 7.2629
Si 6.9034 9.9101 7.3328
O 5.3159 5.6257 7.9129
O 0.0642 0.0953 7.6691
O 2.7413 2.5943 7.7912
O 9.471 7.4204 9.2501
O 1.3588 9.5192 24.8059
O 6.8246 4.0361 24.9283
O 6.8477 9.4485 24.9432
O 1.4234 4.0894 24.8465
O 7.8332 8.9399 8.2692
O 1.586 4.3043 9.1568
O 1.7704 9.3312 8.6634
O 6.6858 4.0478 9.3387
O 10.5664 5.4865 8.2266
O 3.886 0.4341 8.7517
O 3.779 7.5692 8.7757
O 9.0406 1.4423 8.7884
O 4.8487 0.2166 24.3709
O 8.8332 2.4564 24.0067
O 10.5039 5.7719 23.9233
O 5.1475 5.9782 24.1286
O 8.6126 7.6413 23.9384
O 3.6059 2.6365 24.1502
O 3.1073 7.6768 23.9249
O 10.251 0.1934 23.9832
Si 4.3654 8.3127 18.1059
Si 8.7175 8.8036 9.6358
Si 7.3735 -0.1511 14.4232
Si 2.4646 3.8514 17.2525
Si 4.9721 5.4784 17.9734
Si 3.2752 2.0596 14.9775
Si 7.4818 5.2351 21.0552
Si 4.2197 1.3364 23.3963
Si 2.4514 8.1451 9.5202
Si -3.8469 1.0068 18.7076
Si 10.1658 -1.3547 15.6085
Si 9.2509 0.6879 10.2265
Si 5.1243 0.0308 16.6635
Si 15.9648 4.1547 13.3469
Si 0.5727 5.0531 12.4609
Si 11.0376 11.9225 20.6014
Si 9.2388 1.1436 23.1169
Si 0.5996 5.5393 9.5601
Si 10.5549 -5.5775 17.7692
Si 13.622 2.3536 19.9158
Si 4.8806 -1.9908 21.0838
Si 6.9755 -0.8916 11.5039
Si 6.0997 3.315 10.6818
Si 15.2569 4.8548 20.9397
Si -0.4934 13.2521 12.5741
Si 6.5339 0.6651 21.7359
Si 7.6071 2.8494 13.2397
Si -1.4904 7.2095 20.1265
Si 13.5599 10.8022 21.3125
Si 2.9298 6.3879 13.6992
Si 4.2052 6.7965 23.0947
Si 11.1461 6.6724 14.9563
Si 7.8244 3.9227 18.4488
Si 2.978 9.2105 12.493
Si 9.3491 6.4886 23.0241
Si 9.4709 -0.907 18.6486
Si 5.3006 0.468 9.5564
Si 12.0408 0.1014 13.9553
O 9.9838 1.5288 21.7166
O 1.008 10.6877 21.1869
O 16.7866 -0.783 21.5316
O 12.0119 13.2114 20.2724
O 3.8058 4.7831 17.0538
O 2.7635 8.0443 18.3259
O 5.0762 4.1497 11.6854
O 3.2498 0.8302 20.134
O 6.8531 -1.0089 13.1173
O 16.0952 -2.3397 19.5233
O 3.2942 -1.601 21.2325
O 13.0282 5.6733 12.4785
O 7.3566 2.9183 11.6276
O -6.6477 5.4973 13.9272
O 2.2916 3.0789 15.8193
O 9.4249 8.7736 19.6853
O 12.3223 6.9433 9.6675
O 7.828 0.4237 22.7044
O 1.5159 9.7918 12.9853
O 2.9333 0.6182 22.7152
O -0.2833 5.7881 13.6563
O 4.1331 12.0506 15.9771
O 5.1544 7.016 17.4562
O 5.4468 1.7203 22.3806
O -5.408 -0.6409 10.7495
O 1.864 6.5411 14.9615
O 5.3658 12.8976 10.1785
O -0.1251 5.3028 11.0017
O 15.2132 5.5587 19.4673
O 7.8957 -4.3248 20.2078
O 5.6442 0.7424 18.0337
O 7.8812 11.3497 11.0841
O 6.3753 11.1051 8.3531
O -0.6143 11.295 19.2676
O 13.7986 2.7334 18.3626
O 8.0167 4.0349 20.0773
O 9.2008 4.4394 17.7353
O 11.6367 3.4258 12.6233
O 10.1697 1.7432 11.0601
O 9.7476 -0.8759 9.934
O 7.9744 -0.323 18.4033
O 7.3444 1.4186 13.9789
O 10.0311 7.1283 21.6671
O -0.1339 11.8977 13.3693
O 2.3801 1.0693 14.077
O 16.8493 4.8789 21.3473
O 6.3345 -0.3511 15.6459
O 2.863 8.7673 10.9412
O 3.4983 5.7267 22.0608
O 4.4055 9.5679 17.0732
O -4.3466 3.9812 13.8829
O 4.2163 2.8633 13.9257
O 8.2561 5.3649 22.4953
O 11.4931 10.5129 15.3943
O 14.4792 3.4123 20.839
O 8.8314 -0.6979 14.9179
O 18.6646 2.3511 18.0387
O 10.5058 8.1711 14.8544
O 3.4244 7.8876 13.3427
O 16.0921 7.7393 22.1444
O -12.6637 3.0909 13.3332
O 6.4255 4.6991 17.9883
O 1.076 4.5745 17.7776
O 10.5386 -4.7944 16.3571
O 7.7016 -2.2455 10.9205
O -0.9278 -1.4808 17.2253
O 6.9717 1.2779 20.3033
O 10.4071 6.3516 19.0838
H 3.9965 10.2391 12.7085
H 2.5251 7.3952 19.0052

Results
free energy: -137540.593 eV
free energy less fixed offsets of H -15.97, O -568.88, Si -635.61 eV per atom: 0.047 eV

Forces (eV/angstrom), in the order of the atoms: element, x, y, z
Si -0.0026 0.0076 0.003
Si 0 0.0114 0.0069
Si 0.0072 -0.0128 0.0122
Si 0.0056 -0.0096 0.004
Si -0.0139 0.0142 -0.0006
Si -0.0084 0.0073 0.0022
Si 0.0066 -0.0097 0
Si 0.0127 -0.0116 -0.0038
Si 0.0036 0.0009 0.0006
Si -0.005 -0.0008 -0.0029
Si 0.0043 -0.0057 -0.0014
Si 0.0005 -0.0004 -0.0019
Si 0.0001 -0.0018 -0.0023
Si -0.0068 -0.0037 -0.0035
Si -0.0066 0.0034 0.0033
Si -0.0013 -0.0008 -0.0002
Si 0.0007 -0.0011 -0.0024
Si 0.0037 -0.0013 0.0045
Si 0.0033 -0.0005 0.0016
Si 0.0005 0.0011 0.0039
Si 0.0003 0.0041 0.0055
Si 0.0039 -0.0015 0.0112
Si 0.0025 0.0018 0.0074
Si 0.0034 -0.0031 0.0043
Si -0.0349 -0.1555 0.0291
Si 0.2445 -0.1085 0.0811
Si -0.005 -0.0925 -0.2549
Si 0.1148 -0.1124 -0.0757
Si -0.0169 -0.1206 0.5291
Si 0.1594 -0.0506 0.3162
Si -0.0129 -0.0065 -0.2489
Si 0.0583 -0.0335 -0.1691
Si -0.0499 0.0326 -0.0136
Si -0.0591 -0.0057 -0.0259
Si 0.0182 0.0347 -0.0303
Si -0.0091 0.0261 -0.0218
Si -0.072 0.0056 0.0111
Si -0.1363 -0.0095 0.0044
Si 0.0792 0.053 -0.0111
Si -0.015 0.0191 -0.0036
Si 0.0104 -0.0615 -0.0212
Si 0.0192 -0.0413 -0.025
Si 0.0481 -0.0483 -0.0035
Si 0.0046 -0.0061 -0.0098
Si 0.0541 -0.0142 -0.0323
Si 0.041 -0.0143 -0.027
Si -0.0197 -0.002 -0.0104
Si 0.0397 0.0092 -0.0128
Si 0.04 0.0151 0.0076
Si -0.0474 0.0448 0.0031
Si 0.0003 0.012 0.0337
Si -0.0725 0.0186 0.0461
Si -0.0233 0.0555 -0.0014
Si -0.0105 0.0062 -0.0086
Si -0.0536 0.0014 0.0312
Si -0.0381 0.0291 0.0291
Si -0.0036 -0.0661 -0.0043
Si -0.0192 -0.1535 0.0215
Si 0.0858 -0.0352 0.026
Si 0.1611 0.1018 -0.0118
Si -0.0754 -0.0855 0.0267
Si -0.0231 -0.0295 -0.02
Si 0.0835 0.0854 -0.0209
Si 0.0481 0.0108 0.0231
Si -0.0606 0.0359 -0.3467
Si 0.0305 0.3258 -0.2392
Si 0.0597 0.2705 -0.071
Si -0.0193 0.5688 0.1651
Si -0.3174 0.0379 0.2751
Si 0.0773 0.0411 0.374
Si -0.192 -0.2666 -0.1548
Si -0.1216 -0.3176 -0.2741
Si -0.0105 -0.0009 -0.0049
Si -0.0068 0.0065 -0.0001
Si 0.0007 0.0022 -0.0012
Si 0.0008 0.0004 0.0012
Si 0.0049 0.0002 -0.001
Si -0.0029 0.0011 0.0041
Si -0.0057 0.0016 -0.0066
Si 0.0094 -0.0018 -0.0065
Si 0.0059 -0.0027 -0.0014
Si 0.0056 0.0046 0.0063
Si 0.0142 0.0038 0.0068
Si -0.0045 -0.0113 0.0004
Si 0.0002 -0.0022 0.0015
Si 0.004 0.0025 -0.0048
Si -0.0128 -0.0081 -0.0031
Si 0.0089 0.0051 0.0126
Si 0.0031 0.0031 -0.0139
Si 0.0116 -0.0126 0.0065
Si -0.0189 -0.0008 -0.0129
Si -0.0021 -0.0064 0.0225
Si -0.0121 0.0124 -0.0012
Si 0.0096 0.0065 -0.0077
Si -0.0062 0.0176 0.0324
Si -0.0059 -0.0128 -0.0244
O 0.0091 -0.007 0.0009
O -0.0014 0.0035 -0.0043
O 0.0031 0.0022 0.0086
O -0.0022 -0.0048 -0.0035
O -0.0001 0.004 0.001
O 0.0015 0.0037 -0.0008
O -0.0086 0.0129 -0.0014
O -0.0007 0.0025 -0.0016
O -0.0004 -0.0032 0.006
O 0.0016 0.0013 0.0024
O -0.0059 0.0009 -0.0161
O -0.0017 0.0026 -0.019
O -0.0029 0.0017 0.004
O -0.0003 0.0008 0.0006
O 0.0045 -0.0029 -0.0052
O 0.0016 -0.0007 -0.0062
O -0.0038 0.0021 -0.005
O -0.0009 0.002 0.0032
O 0.0026 -0.0028 0.0048
O 0.0026 -0.0008 0.0059
O -0.0017 0.001 0.0088
O 0.0015 0.0012 -0.0016
O -0.0012 0.0007 0.004
O 0.0012 -0.0025 0.0038
Si -0.0021 0.0001 -0.0012
Si 0.0024 0.0071 0.0064
Si 0.0004 -0.0003 0.0014
Si -0.0001 -0.0006 0
Si -0.0007 -0.0004 0.0011
Si -0.0009 -0.0022 0.0018
Si 0.0002 -0.0001 -0.0039
Si -0.0002 -0.0014 0.0017
Si -0.0001 -0.0001 -0.0006
Si 0.0005 0.0009 0.0001
Si 0.0003 -0.0005 0.0006
Si 0.001 0.0007 -0.0017
Si -0.0002 0.001 0.0027
Si 0 0.0006 0.0028
Si 0.001 -0.0003 0.0011
Si -0.0012 -0.0004 -0.0033
Si 0.0004 0.0005 -0.0019
Si 0.0049 -0.0005 0.0011
Si -0.0003 -0.0003 -0.0009
Si 0.0003 0.0016 -0.0034
Si 0.0013 0.0002 -0.0026
Si 0.0045 0.0014 0.0011
Si 0.0006 -0.0003 0.0019
Si -0.0004 0 -0.0025
Si 0.001 -0.0017 0
Si 0 0.0002 -0.0054
Si 0.0002 0.0001 0.0025
Si -0.0005 0 -0.0028
Si -0.0011 0.001 -0.0026
Si -0.0003 -0.0001 0.0021
Si -0.0005 -0.0005 -0.0001
Si 0.0017 0.0001 0.0004
Si 0.0001 -0.0002 0.0004
Si -0.0006 0.0006 -0.0005
Si 0.0001 0.0008 -0.0006
Si -0.0003 -0.0006 -0.0006
Si -0.0005 -0.0008 0.0057
Si -0.0015 0.0009 0.0005
O 0.0009 -0.0006 0.0019
O 0.0011 -0.0001 0.0034
O -0.0008 -0.0011 0.003
O -0.0003 -0.0003 0.003
O -0.0002 -0.0002 0.0006
O -0.0002 -0.0082 0.0078
O 0.0006 0 -0.0014
O 0.0005 -0.0007 0.0024
O 0 -0.0002 0.0013
O -0.0001 -0.0001 0.0009
O -0.0006 -0.0004 0.0026
O 0.0004 0.0001 0.0002
O -0.0005 0.0003 -0.0008
O 0.0009 -0.0002 -0.0002
O 0.0011 0.0005 0.0014
O 0.0007 -0.0007 0.002
O -0.0015 -0.0014 -0.0008
O -0.0004 -0.0003 0.0029
O -0.0003 0.0023 0.0013
O -0.0008 -0.0022 0.0029
O -0.0003 0.0002 -0.0001
O 0.0005 0.0005 -0.0003
O -0.0009 0.0018 0.0011
O 0.0019 0.0002 0.0017
O -0.0013 -0.0009 0.0014
O 0.0001 0.0001 0.0001
O -0.0009 0.0009 -0.0008
O -0.0004 0.0005 0.0006
O 0.0002 -0.0008 0.0015
O 0 0.0001 0.0024
O -0.0011 -0.0012 -0.001
O -0.0012 -0.0001 0
O 0.0031 -0.0021 0.0033
O 0.0012 -0.0001 0.0026
O 0 -0.0006 0.002
O -0.0003 0.0002 0.0026
O 0.0005 0.0007 0.0005
O 0.0001 -0.0001 -0.0002
O 0.0013 0.0007 0.0042
O 0.0001 -0.0043 -0.0033
O -0.0002 0.0006 0.001
O -0.0001 -0.0002 -0.0002
O 0.0002 -0.0003 0.0032
O 0.0033 -0.0005 0.0011
O 0.001 -0.0002 0.0008
O 0.0003 -0.0001 0.0033
O 0.0003 -0.0002 0
O 0.0005 0.0009 0.0013
O -0.0001 -0.0013 0.0021
O 0.0012 -0.0027 0.0019
O 0.0007 0 0
O -0.0004 -0.0009 0.0006
O 0.0002 -0.0001 0.0026
O 0.0003 0.0003 -0.0008
O 0.0001 -0.0003 0.0037
O 0.001 0 -0.0002
O -0.0003 -0.0011 0.0012
O 0 0.0007 0.0004
O 0.001 0.0007 0.0004
O 0.0005 0.0009 0.0019
O 0.0011 0.0004 -0.0007
O 0.0002 -0.0005 0.0015
O 0 -0.0008 0.0005
O -0.0003 -0.0017 0.0027
O -0.001 -0.0016 0.0011
O 0.0008 0.0002 0.0009
O 0.0002 -0.0009 0.0025
O 0.0001 0 0.002
H 0.0002 -0.0005 0.0008
H 0.0025 0.0106 -0.007

The program warned: the cutoff lies below the one the program advises for these potential files; the forces do not sum to zero within the program's tolerance; the exchange-correlation potential is rough where the density is thin.
